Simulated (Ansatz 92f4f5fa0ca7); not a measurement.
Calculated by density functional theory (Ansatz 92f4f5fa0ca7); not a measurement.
Periodic cell of 223 atoms, Si132O90P1, from a study of silicon, its oxide and their interface. The atomic structure is a simulated model.
Doubt: the cutoff is far below the 930 eV that the study's wrapper takes by default for these files, so forces and energies are approximate.
This geometry differs little from another in the collection (a relaxation step or a small displacement).

Settings
functional: PBE
potential files: Ansatz PAW
basis: plane waves
wave-function cutoff: 580 eV
density cutoff ratio: 5
exchange-correlation grid ratio: 1
k mesh: 1 x 1 x 1, Gamma-centred
self-consistency stop: 5e-08 eV per atom in the density residual
occupations: fixed
spin: none
net charge: +1 e, with a uniform compensating background and no finite-size correction

Cell vectors (angstrom)
a  10.938  0  0
b  0  10.938  0
c  0  0  32.1988

Atoms and the computed forces on them: element, x, y, z (angstrom), force x, y, z (eV/angstrom)
Si  10.5626  0.2351  24.8749  -0.0482  0.0588  0.1989
Si  5.7459  10.7092  24.7202  0.0083  -0.0073  0.0175
Si  2.4837  2.9406  24.6067  0.0061  0.0052  0.0514
Si  8.4134  2.4735  24.7979  0.0228  -0.0287  0.0364
Si  0.2885  5.1851  24.7478  -0.0096  -0.0037  0.0288
Si  5.1175  5.7755  24.6512  0.0096  -0.016  0.0504
Si  2.9141  8.0109  24.6475  -0.0952  0.0721  -0.1249
Si  7.9275  8.4584  24.7142  -0.0039  0.0031  0.0581
Si  1.3416  1.3894  25.9945  -0.0097  0.0081  -0.0131
Si  6.8448  1.3257  26.1126  0.0136  -0.004  -0.005
Si  4.0342  4.1276  25.9717  -0.0038  0.0007  -0.0249
Si  9.5967  4.0754  26.0463  0.0164  -0.0112  -0.0033
Si  1.3832  6.8274  26.0286  -0.0191  0.0109  -0.0149
Si  6.7484  6.8653  25.9866  -0.0024  -0.0026  -0.019
Si  4.1055  9.5686  25.9794  -0.0073  0.0214  -0.0226
Si  9.4554  9.5646  26.147  -0.0076  0.0386  -0.0208
Si  2.7199  0.0041  27.333  -0.0148  0.0081  0.0133
Si  8.1566  -0.003  27.5542  0.0192  -0.0066  -0.0248
Si  0.0035  2.7245  27.4512  -0.0082  -0.0105  -0.0152
Si  5.4349  2.763  27.3482  -0.0033  0.0009  0.0112
Si  2.7352  5.4742  27.4358  0.0291  -0.0154  0.0213
Si  8.171  5.4822  27.3229  -0.0055  0.0091  0.0121
Si  -0.0141  8.1933  27.3859  -0.0034  0.0138  0.0075
Si  5.4343  8.2107  27.4255  0.0105  -0.0271  0.0191
Si  4.0767  1.3806  28.7289  0.0002  -0.0056  -0.0126
Si  9.5813  1.3686  28.8341  0.0007  0.0012  0.0033
Si  1.3593  4.1072  28.7969  -0.0089  0.0097  0.0107
Si  6.8256  4.1142  28.7262  -0.0031  0.0073  -0.0058
Si  4.1038  6.8311  28.8014  -0.0063  0.0083  0.0041
Si  9.5365  6.8257  28.7386  0.0034  -0.0107  -0.0091
Si  1.3644  9.5796  28.736  0.0101  -0.0051  -0.0099
Si  6.7811  9.553  28.8457  -0.0141  0.0077  0.0137
Si  0.0192  -0.0114  30.1602  -0.0081  0.0044  -0.005
Si  5.4208  0.0217  30.1502  0.0087  -0.0055  0
Si  2.733  2.7327  30.1441  -0.0006  0.0019  0.0025
Si  8.1889  2.76  30.1314  0.0036  -0.0085  -0.003
Si  -0.0317  5.4707  30.1282  0.0034  -0.0026  0.0049
Si  5.4854  5.4647  30.1481  -0.0011  0.0013  -0.0024
Si  2.7224  8.2185  30.1255  -0.0014  -0.0038  0.0017
Si  8.1954  8.1832  30.1558  -0.0004  0.0057  -0.0023
Si  1.3782  1.3633  31.531  -0.0024  0.0009  0.0001
Si  6.8231  1.3851  31.4885  -0.0012  0.001  -0.0017
Si  4.1112  4.0962  31.5099  0.0029  0.0011  -0.0012
Si  9.5586  4.1064  31.5156  0.0026  0.0019  -0.004
Si  1.3483  6.8476  31.474  0.0011  0.0048  -0.0025
Si  6.8455  6.8211  31.5405  -0.0017  -0.003  -0.0019
Si  4.0766  9.5781  31.5209  -0.0027  -0.0019  -0.0059
Si  9.5747  9.5584  31.5124  0.0004  0.0031  0.0018
Si  2.7377  0.0003  0.7169  0.0044  -0.0011  0.0013
Si  8.1937  0.0121  0.6507  -0.0013  -0.0001  0.0027
Si  -0.0058  2.7371  0.6861  -0.0026  0.0025  0.0022
Si  5.4808  2.7346  0.6896  0.0008  -0.0015  -0.001
Si  2.7294  5.4951  0.6413  -0.0055  0.0023  0.0025
Si  8.2152  5.4565  0.7154  0.0024  -0.002  0.0012
Si  0.0087  8.1907  0.6816  0.0035  -0.0043  -0.0004
Si  5.4661  8.214  0.6846  -0.0015  0.0045  0.0039
Si  4.1326  1.3659  2.0674  -0.0044  0.006  0.0013
Si  9.5572  1.3543  2.0432  -0.0012  -0.0036  -0.0011
Si  1.3756  4.1366  2.0172  0.0105  -0.0007  0.0039
Si  6.8489  4.0819  2.0757  -0.0056  0.0051  -0.0009
Si  4.0981  6.8343  2.0432  -0.0011  -0.0044  -0.0015
Si  9.5886  6.836  2.0638  -0.0014  0.0055  0.0018
Si  1.3769  9.5436  2.0612  -0.01  0.0026  -0.0002
Si  6.832  9.6037  2.0403  0.009  -0.0033  0.0012
Si  -0.014  -0.032  3.3866  -0.004  -0.0104  -0.0037
Si  5.4956  0.0125  3.4754  0.0057  0.0012  0.0117
Si  2.772  2.7921  3.3603  0.0058  0.0142  -0.013
Si  8.1944  2.6919  3.4553  -0.0081  -0.01  0.0069
Si  0.0294  5.4767  3.4366  0.0062  0.0024  0.0001
Si  5.4743  5.4696  3.4057  -0.0036  -0.0059  0.0028
Si  2.7677  8.2043  3.4506  0.0076  0.0013  0.0078
Si  8.2062  8.2318  3.3775  -0.002  0.0083  -0.0049
Si  1.3894  1.3939  4.624  0.0005  -0.0017  0.002
Si  6.8481  1.3484  4.9165  -0.0003  0.0027  -0.0104
Si  4.1539  4.0879  4.8052  -0.0011  0.0019  -0.0018
Si  9.5802  4.0819  4.7611  0.0001  0.0026  -0.0008
Si  1.4171  6.8305  4.8255  -0.0031  -0.0008  -0.0037
Si  6.823  6.8908  4.7268  0.0052  0.0004  0.0039
Si  4.137  9.5766  4.8469  -0.0018  0.0002  -0.0076
Si  9.5546  9.5528  4.7932  -0.0023  -0.0018  0.0001
Si  2.7453  0.1147  6.0523  -0.0008  -0.0092  0.0078
Si  8.2082  -0.0615  6.2726  0.0041  0.004  0.0033
Si  0.0294  2.6712  6.0418  -0.0008  0.0037  0.0101
Si  5.4759  2.7289  6.2937  0.002  -0.0017  0.0016
Si  2.8173  5.4773  6.1857  0.0028  -0.0025  0.0047
Si  8.1746  5.4797  6.036  -0.0023  0.0038  0.0071
Si  0.0133  8.1879  6.1546  -0.0004  -0.0003  0.0018
Si  5.5291  8.2235  6.2358  -0.0008  -0.0007  0.0064
Si  3.8371  1.571  7.6017  -0.0074  0.0055  -0.0114
Si  9.8418  1.1412  7.457  0.0048  -0.0076  -0.0178
Si  1.63  3.7976  7.3136  0.0019  -0.003  -0.013
Si  6.6554  4.417  7.4836  -0.0047  0.0057  -0.0117
Si  4.4085  6.6331  7.5516  0.0048  -0.0015  -0.0154
Si  9.3689  6.9451  7.4053  -0.0101  0.0082  -0.0207
Si  1.1443  9.9195  7.2932  -0.0015  0.0076  -0.0078
Si  7.1622  9.2287  7.6753  0.0041  -0.0116  -0.0189
O  8.3121  8.085  7.9061  -0.0015  0.0013  0.0089
O  2.7163  2.7327  7.9524  0.0033  0.003  -0.0012
O  9.5121  1.3426  24.2414  -0.0139  0.0172  -0.0676
O  3.9993  6.8953  24.0688  -0.0083  0.0161  0.0131
O  0.0333  0.0269  7.956  -0.0012  0.0007  0.0031
O  5.5328  5.513  8.034  -0.0027  -0.0016  0.0005
O  6.8536  9.5976  24.1686  -0.0108  -0.0004  -0.0186
O  1.3646  4.0786  24.135  0.0125  -0.0059  -0.0123
O  3.8622  7.3856  8.9376  -0.0074  0.0081  0.0072
O  0.8113  4.371  8.6033  -0.0072  0.0064  0.0088
O  9.8134  6.17  8.7985  0.0092  -0.0079  0.0063
O  2.1196  9.3844  8.497  0.0088  -0.0113  0.0097
O  7.5132  3.9258  8.8047  0.009  -0.0117  0.0091
O  4.2685  0.9191  9.066  0.0091  -0.0044  0.0134
O  6.7447  9.5546  9.2319  -0.0051  0.0033  0.0158
O  9.2138  1.8577  8.8016  -0.0098  0.009  0.0088
O  7.6913  3.1556  23.4943  -0.0148  0.009  -0.0034
O  10.5889  5.9507  23.4351  -0.0014  -0.0023  -0.0102
O  5.1057  0.4781  23.3883  -0.0058  0.0096  -0.0087
O  5.8258  5.1009  23.3318  0.0071  -0.0074  -0.0273
O  3.1169  2.2432  23.2414  0.007  -0.0113  -0.0241
O  2.1711  8.7936  23.2048  0.0567  -0.0469  0.0952
O  8.6427  7.8118  23.3593  0.0196  0  -0.0184
O  0.1475  10.2971  23.5153  0.0228  -0.0603  -0.0988
Si  4.4045  1.6004  22.4424  -0.0004  0.0091  0.0168
Si  3.4885  7.9215  14.0321  -0.0003  -0.001  -0.003
Si  7.1247  0.9416  14.6762  0.0027  0.0016  -0.0051
P  0.8944  9.384  22.5368  0.0474  -0.0547  -0.0003
Si  1.1789  4.3046  11.8827  -0.0018  0.0011  0.0027
Si  6.2625  8.9465  15.3244  -0.0021  0.0004  -0.0029
Si  0.6778  1.3605  12.2947  0.0016  0.001  0.007
Si  8.6595  4.9756  20.5026  -0.003  0.0088  0.0135
Si  0.3275  5.711  9.3618  -0.0054  0  0
Si  5.0927  3.0979  17.9376  -0.0024  -0.0055  -0.0058
Si  0.8843  3.7238  16.7416  -0.0002  -0.0011  -0.0029
Si  10.3949  2.8347  19.2387  -0.0012  -0.0013  0.0004
Si  5.2812  1.1784  10.345  -0.0017  -0.0007  -0.0008
Si  0.868  0.1635  19.853  0.0108  -0.0185  0.0049
Si  6.6473  9.4582  10.8701  -0.0009  0.0041  -0.0066
Si  9.336  9.639  18.3445  0.0089  0.0037  -0.0006
Si  9.3896  9.2478  12.587  -0.001  0.0022  0.0039
Si  6.5662  3.8707  22.5609  0.0041  -0.0023  0.0154
Si  2.4398  8.0682  9.379  0.004  0.0039  -0.0018
Si  10.5935  7.3489  17.0742  -0.0036  0.0043  -0.0036
Si  2.5114  6.2738  16.5758  0.0011  0.0016  -0.0074
Si  10.1731  4.4779  14.189  0.0006  -0.0022  -0.004
Si  6.1364  9.1508  18.5212  -0.0003  0.0048  -0.0043
Si  7.9693  2.5689  9.5802  0.0037  0.0056  0.0003
Si  8.8785  2.131  12.455  -0.0033  0.0022  -0.0002
Si  5.3328  6.2144  18.0708  0.0033  -0.0018  -0.0104
Si  3.9321  0.5321  19.4726  -0.0118  -0.0057  0.007
Si  4.2801  3.8334  12.0469  -0.0007  -0.0023  0.0081
Si  5.5443  6.5982  12.1345  -0.0013  0.0001  0.0072
Si  8.0081  2.4745  17.2372  0.0022  0.0016  -0.0058
Si  4.3658  2.4702  14.9613  0.0035  0.001  -0.0077
Si  1.5473  1.2003  15.2514  -0.0014  -0.0008  -0.0064
Si  1.5715  9.4096  12.0484  0.0047  -0.0027  0.0017
Si  8.0493  6.8407  13.8716  0.0004  0.001  -0.0029
Si  10.3898  9.8343  15.5001  -0.0026  -0.0023  -0.003
Si  9.8096  7.0404  22.547  -0.0165  -0.0071  0
Si  8.1138  5.4719  17.4057  -0.0007  -0.0033  0.0027
O  6.0459  7.9578  11.2925  -0.0007  -0.0051  -0.0015
O  6.022  9.1859  16.9095  0.0003  -0.0012  -0.0049
O  7.685  1.3477  13.2087  0.0002  -0.0013  0.0004
O  0.894  1.7363  13.8687  0  -0.0008  0.0005
O  9.4261  6.2451  16.8708  0.0026  -0.0011  0.0026
O  6.7626  6.1989  13.133  0.0009  -0.0004  -0.0018
O  5.1269  4.6299  18.6209  -0.0002  0.0011  0.0058
O  9.2164  2.1272  18.3143  -0.0063  -0.0003  0
O  2.3533  0.0413  19.1475  0.0086  0.0038  -0.0007
O  9.4474  10.2339  16.8099  0.0012  0.0002  -0.0035
O  2.7878  4.4266  11.7224  0.0013  -0.0018  -0.0044
O  5.0584  10.2892  19.1215  0.007  -0.0057  0.0038
O  9.4232  3.2253  13.5019  0.0008  0.0004  0.0016
O  0.4376  1.7359  19.9961  -0.0044  0.0103  0.0039
O  3.1604  1.3512  15.0611  0.0001  -0.001  0.0049
O  8.1948  5.3992  19.0251  -0.0038  0.0005  -0.0155
O  3.8903  6.5751  17.3986  -0.0045  -0.0011  0.0046
O  4.5708  3.2713  16.3886  -0.0012  -0.001  0
O  9.055  5.6501  14.3202  0  -0.0003  0.0028
O  5.4623  2.7824  22.0722  -0.0027  -0.0017  0.0003
O  10.6707  4.1322  15.6906  -0.002  0.0007  0.0036
O  0.3461  3.8299  18.2878  0.0061  0.0057  -0.0037
O  10.4216  10.4405  19.3084  -0.0144  -0.0074  -0.0017
O  9.638  10.0279  14.0531  -0.001  -0.0006  0.0005
O  10.9167  8.2225  22.0608  0.0067  0.0101  -0.0069
O  1.1976  2.1412  16.5335  0.0009  -0.0025  0.0043
O  9.7486  3.7565  20.4306  0.0032  -0.0042  -0.0004
O  8.1456  4.0054  16.7153  -0.0002  -0.0019  0.0037
O  -0.0425  9.1062  11.9272  -0.0021  -0.0013  -0.0037
O  6.5751  2.3891  18.0199  0.0027  0.0005  0.006
O  5.5837  10.7159  11.1957  -0.0003  -0.0025  -0.0016
O  7.7498  9.5592  18.8641  -0.0037  -0.0022  0.0062
O  10.0288  1.0112  12.0657  0.0014  -0.0023  -0.0032
O  1.3128  6.9563  9.0601  0.0001  -0.0018  -0.0049
O  0.6195  4.7583  13.3545  -0.0008  -0.0004  0.0013
O  5.7039  7.5924  18.9921  -0.0003  -0.0018  0.0066
O  5.2354  5.0826  11.5182  0.0011  0.0008  -0.0058
O  2.7133  6.9729  15.1207  0.0009  0.0006  0.0013
O  0.905  2.7402  11.4696  -0.0006  -0.0017  -0.0051
O  0.8733  10.673  15.5587  0.0024  0.0012  0.004
O  2.3987  8.5805  10.9151  -0.0022  0.0033  0.0044
O  4.6978  2.4266  11.2688  -0.0014  0.005  -0.0013
O  4.2648  3.4993  13.6793  -0.0003  -0.0011  0.0009
O  2.1989  4.6648  16.4936  -0.0003  -0.0008  0.0063
O  10.7034  8.2455  15.7099  0.0017  0.0008  -0.0006
O  6.9296  10.2752  14.6878  -0.0001  -0.0011  0.0029
O  2.3433  8.9472  13.4313  0.0002  -0.0002  0.0014
O  8.0411  1.4961  15.9292  -0.0016  -0.0031  0.0004
O  4.1314  6.9908  12.8609  0.0004  -0.0001  -0.0015
O  4.1584  1.972  18.7087  0.0042  0.0075  -0.0001
O  7.3252  4.492  21.2812  0.0096  0.008  -0.0122
O  8.4047  2.9133  11.11  0.0032  -0.001  0.0047
O  1.18  6.8449  17.3636  0.0032  -0.0041  0.0054
O  5.6652  1.5675  14.7835  -0.0019  -0.0012  0.0048
O  8.1276  9.752  11.6074  0.0046  -0.0023  -0.0009
O  9.2805  6.3197  21.211  -0.0093  -0.0103  -0.0072
O  8.9669  7.7159  12.8811  -0.0002  -0.0015  -0.0012
O  1.6573  0.1158  11.8826  -0.0012  0.001  -0.004
O  6.6407  6.1175  17.0717  -0.0006  0.001  0.0033
O  7.3897  7.7802  15.0545  0.0011  -0.0008  0.0022
O  1.2309  10.2579  21.3105  0.0058  0.0392  -0.053
O  10.0373  8.168  18.3689  0.0019  -0.0045  0.0009
O  3.9454  0.8427  21.0831  -0.0022  -0.0055  -0.0168
O  0.3417  5.3334  10.9311  0.0021  -0.0048  0.0051
O  6.6966  1.5695  9.6333  -0.0041  -0.0036  -0.0053
O  4.771  8.6962  14.6995  0.0004  -0.001  0.0028

Results
free energy: -135857.987 eV
free energy less fixed offsets of O -568.88, P -755.39, Si -635.61 eV per atom: -2.877 eV

The program warned: the cutoff lies below the one the program advises for these potential files; the exchange-correlation potential is rough where the density is thin.
